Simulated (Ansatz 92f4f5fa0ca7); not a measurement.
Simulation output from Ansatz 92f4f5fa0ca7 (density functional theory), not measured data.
Periodic cell of 214 atoms, Si131O81B2, from a study of silicon, its oxide and their interface. The atomic structure is a simulated model.
Doubt: the cutoff is far below the 930 eV that the study's wrapper takes by default for these files, so forces and energies are approximate.
This geometry differs little from another in the collection (a relaxation step or a small displacement).

Settings
functional: PBE
potential files: Ansatz PAW
basis: plane waves
wave-function cutoff: 580 eV
density cutoff ratio: 5
exchange-correlation grid ratio: 1
k mesh: 1 x 1 x 1, Gamma-centred
self-consistency stop: 5e-08 eV per atom in the density residual
occupations: fixed
spin: none
net charge: 0

Cell vectors (angstrom)
a, 10.938, 0, 0
b, 0, 10.938, 0
c, 0, 0, 31.5432

Atoms: element, x, y, z (angstrom)
Si, 10.4016, 0.5976, 24.3252
Si, 6.0207, 10.5076, 24.1248
Si, 2.0898, 3.2745, 24.062
Si, 8.67, 2.2859, 24.2697
Si, 0.4561, 5.0751, 24.1348
Si, 5.0228, 5.9185, 24.2347
Si, 3.3588, 7.6612, 24.1644
Si, 7.8171, 8.8326, 24.0019
Si, 1.3188, 1.496, 25.4367
Si, 6.891, 1.3192, 25.4636
Si, 3.9911, 4.1112, 25.3273
Si, 9.6373, 4.1113, 25.4047
Si, 1.4576, 6.8265, 25.3545
Si, 6.8773, 6.965, 25.2605
Si, 4.2051, 9.5483, 25.3274
Si, 9.5083, 9.6629, 25.4364
Si, 2.7611, 0.0203, 26.6332
Si, 8.1949, 0.0023, 26.9203
Si, -0.0076, 2.7859, 26.8947
Si, 5.4296, 2.7438, 26.656
Si, 2.7224, 5.455, 26.8247
Si, 8.209, 5.5316, 26.6346
Si, 0.0203, 8.225, 26.6499
Si, 5.5233, 8.2207, 26.7898
Si, 4.1027, 1.3694, 28.0693
Si, 9.5718, 1.3886, 28.2149
Si, 1.3687, 4.1322, 28.2179
Si, 6.8258, 4.1329, 28.0256
Si, 4.1269, 6.8376, 28.1308
Si, 9.5887, 6.8543, 28.0572
Si, 1.3886, 9.5893, 28.0445
Si, 6.8252, 9.5628, 28.2177
Si, 0.0248, -0.0143, 29.4917
Si, 5.4438, 0.0204, 29.5036
Si, 2.7489, 2.7202, 29.4963
Si, 8.1693, 2.7738, 29.4863
Si, -0.0245, 5.5004, 29.5063
Si, 5.4831, 5.461, 29.4798
Si, 2.7346, 8.2129, 29.4666
Si, 8.2274, 8.1825, 29.4988
Si, 1.3673, 1.3673, 30.8594
Si, 6.8362, 1.3673, 30.8594
Si, 4.1018, 4.1018, 30.8594
Si, 9.5708, 4.1018, 30.8594
Si, 1.3673, 6.8362, 30.8594
Si, 6.8362, 6.8362, 30.8594
Si, 4.1018, 9.5708, 30.8594
Si, 9.5708, 9.5708, 30.8594
Si, 2.7345, 0, 0.6835
Si, 8.2035, 0, 0.6835
Si, 0, 2.7345, 0.6835
Si, 5.469, 2.7345, 0.6835
Si, 2.7345, 5.469, 0.6835
Si, 8.2035, 5.469, 0.6835
Si, 0, 8.2035, 0.6835
Si, 5.469, 8.2035, 0.6835
Si, 4.1241, 1.3375, 2.0474
Si, 9.5468, 1.3826, 2.0432
Si, 1.3372, 4.1268, 2.0529
Si, 6.8605, 4.0706, 2.0557
Si, 4.0923, 6.8548, 2.0444
Si, 9.5962, 6.8067, 2.0507
Si, 1.3836, 9.5543, 2.0565
Si, 6.8372, 9.5623, 2.0656
Si, -0.0331, -0.0159, 3.3479
Si, 5.4711, -0.0256, 3.4811
Si, 2.7143, 2.7152, 3.3272
Si, 8.198, 2.7016, 3.4966
Si, -0.0159, 5.4657, 3.5095
Si, 5.486, 5.4769, 3.3424
Si, 2.748, 8.2003, 3.4817
Si, 8.2298, 8.17, 3.385
Si, 1.3194, 1.361, 4.6648
Si, 6.8529, 1.2921, 4.8979
Si, 4.0855, 4.1075, 4.6228
Si, 9.5471, 4.0702, 4.9068
Si, 1.3678, 6.8614, 4.8846
Si, 6.8711, 6.7896, 4.7342
Si, 4.1258, 9.5448, 4.9005
Si, 9.5823, 9.5501, 4.7392
Si, 2.6435, 0.0357, 6.1001
Si, 8.2251, -0.1567, 6.2498
Si, 0.006, 2.6467, 6.177
Si, 5.4061, 2.7674, 6.046
Si, 2.7674, 5.4087, 6.1068
Si, 8.149, 5.4403, 6.2532
Si, 0.0106, 8.2889, 6.2254
Si, 5.5725, 8.127, 6.195
Si, 3.5121, 1.9391, 7.1536
Si, 10.029, 0.8214, 7.4066
Si, 1.8032, 3.6418, 7.3351
Si, 6.2497, 4.4951, 7.3971
Si, 4.644, 6.253, 7.259
Si, 9.2153, 7.2165, 7.406
Si, 0.9037, 10.1556, 7.4909
Si, 7.4234, 8.8726, 7.5185
O, 4.4929, 6.4359, 8.8958
O, 1.4675, 3.9813, 8.9283
O, 9.8656, 6.7788, 8.8734
O, 1.2983, 10.1148, 9.1307
O, 6.1434, 4.1558, 9.0292
O, 3.8108, 1.6594, 8.7406
O, 7.15, 8.9267, 9.1742
O, 9.6142, 1.0973, 8.9849
O, 8.234, 2.5904, 22.7041
O, 10.935, 5.5509, 22.6093
O, 5.6059, 0.0797, 22.6075
O, 5.2661, 5.4194, 22.6776
O, 2.0748, 2.8537, 22.4482
O, 3.2791, 7.8269, 22.5084
O, 8.4086, 8.7198, 22.4408
O, -0.2085, 11.2593, 22.7358
Si, 2.1078, 2.8646, 12.9187
Si, 8.7616, 1.2847, 10.3484
Si, 0.9851, 4.3763, 15.3438
Si, 7.5218, 5.6248, 12.2117
Si, 2.3603, 8.1836, 21.2184
Si, 5.4195, 7.8576, 12.4731
Si, 9.1405, 0.1992, 15.3306
Si, 2.7913, -0.0091, 16.6683
Si, 10.4953, 0.9879, 12.6858
Si, 7.6967, 2.8917, 21.2092
B, 10.1073, 8.5014, 14.5933
Si, 1.4742, 4.6978, 10.3915
Si, 4.3979, 9.5174, 19.1319
Si, 11.0178, 6.0846, 21.0706
B, 6.2089, 10.6121, 15.1669
Si, 5.3324, 0.7682, 21.1663
Si, 2.4119, 9.7822, 10.2855
Si, 0.4026, 10.6445, 21.3827
Si, 5.786, 5.3223, 21.1562
Si, 3.6169, 7.0422, 10.0989
Si, 9.1081, 5.8231, 14.7897
Si, 3.6096, 4.1571, 19.1059
Si, 9.9615, 3.6832, 19.2383
Si, 4.1949, 8.7263, 15.3259
Si, 0.2133, 1.7655, 17.0781
Si, 6.7202, 7.6042, 19.3026
Si, 5.2732, 3.7321, 16.7585
Si, 7.8011, 5.1676, 17.4882
Si, 6.7252, 9.9322, 10.3892
Si, 4.4535, 1.0594, 10.0759
Si, 0.2734, 8.9068, 12.1883
Si, 9.0746, 8.6342, 20.9413
Si, 4.4453, 1.7064, 14.7178
Si, 2.3941, 2.1172, 21.0279
Si, 6.3663, 3.3482, 10.4286
Si, 3.3679, 5.9441, 16.7232
Si, 9.9193, 6.4961, 10.4732
O, -0.066, 2.5453, 18.4903
O, 2.8993, 9.7429, 15.5147
O, 10.8367, 4.7776, 20.0993
O, 7.675, 2.4503, 10.1139
O, 10.8944, 5.2052, 10.7825
O, 6.6095, 6.8153, 12.8703
O, 10.4129, 7.8561, 11.2352
O, 8.3958, 6.1633, 10.9444
O, 5.2675, 10.5531, 20.0325
O, 2.1061, 3.5895, 11.4385
O, 7.8964, 8.6241, 19.8078
O, 6.1223, 6.8157, 20.6074
O, 5.4396, 2.7846, 15.45
O, 1.2725, 0.9373, 20.6868
O, 6.1087, 9.1427, 11.6926
O, 4.6484, 5.1132, 16.1546
O, 6.6829, 3.9841, 17.5287
O, 10.5348, 10.3823, 12.1673
O, 5.4436, 0.4716, 14.305
O, 8.0077, 5.5162, 15.9278
O, 9.8742, 9.6815, 15.2539
O, -0.4377, 5.104, 15.1558
O, 1.5074, 6.8498, 20.7857
O, 1.3155, 0.5289, 17.1586
O, 6.5264, 1.8226, 20.8105
O, 1.0429, 1.6144, 12.9553
O, 3.1882, 5.5645, 18.3316
O, 9.7768, 1.829, 11.4985
O, 0.7822, 2.9354, 16.0834
O, 8.5667, 5.1958, 13.3868
O, 11.1839, 8.3686, 13.7269
O, 1.4137, 9.4129, 21.7145
O, 10.0649, 9.925, 20.604
O, 3.2543, 0.1738, 10.7825
O, 5.1172, 2.3484, 10.8563
O, 1.6569, 4.0699, 13.9037
O, 8.0164, 10.8364, 10.8293
O, 9.164, 4.5756, 18.1328
O, 5.6107, 9.5055, 15.7533
O, 5.6292, -0.0042, 9.7213
O, 3.5691, 2.2772, 13.4445
O, 1.9525, 5.4615, 16.0781
O, 9.5387, 1.064, 14.0007
O, 4.4385, 7.0316, 11.4874
O, 4.6518, 4.5814, 20.2707
O, 9.743, 1.0639, 16.5868
O, 6.6051, 4.375, 11.6835
O, 5.5118, 8.4449, 18.5882
O, 8.9559, 2.8117, 20.1832
O, 3.4484, 1.2827, 15.9358
O, 4.2739, 3.1884, 17.9496
O, 9.8503, 7.1976, 20.8215
O, 3.3399, 8.5955, 9.652
O, 3.7535, 7.4811, 16.3114
O, 7.5227, -0.0112, 15.4408
O, 9.2655, 7.4482, 14.7949
O, 3.8803, 1.4864, 21.1906
O, 1.7868, 9.1135, 11.6387
O, 2.3133, 6.101, 10.331
O, 7.3075, 6.5141, 18.2513
O, 7.1432, 4.423, 21.1141
O, 4.513, 8.271, 13.7779
O, 3.2738, 8.6837, 19.974
O, 2.4451, 3.2493, 19.8285
O, 3.6228, 10.3612, 17.9645

Results
free energy: -129657.250 eV
free energy less fixed offsets of B -154.04, O -568.88, Si -635.61 eV per atom: -4.980 eV

Forces (eV/angstrom), in the order of the atoms: element, x, y, z
Si, 0.0028, -0.0037, 0.0011
Si, -0.0001, -0.0004, 0.0026
Si, 0.0036, -0.003, 0.001
Si, -0.0031, -0.0005, 0.0008
Si, -0.0022, 0.0009, 0.0001
Si, 0.002, -0.0018, -0.002
Si, -0.0035, 0.0009, -0.0024
Si, -0.0036, 0.0021, -0.0025
Si, 0.0018, -0.0045, -0.0106
Si, -0.0063, 0.0041, -0.011
Si, -0.0025, -0.001, -0.0062
Si, -0.0042, 0.0041, -0.0103
Si, -0.0034, 0.0043, -0.0063
Si, 0.0001, -0.0022, -0.003
Si, -0.0017, 0.0035, -0.0037
Si, 0.0057, -0.0026, -0.0119
Si, -0.0021, -0.0008, 0.007
Si, -0.0014, -0.002, 0.0201
Si, 0.0016, 0.0004, 0.0161
Si, 0.0007, 0.0014, 0.0062
Si, 0.0044, 0.0003, 0.0134
Si, -0.0035, 0.0001, 0.0078
Si, -0.0022, -0.0017, 0.0064
Si, -0.0009, -0.003, 0.0104
Si, 0.0004, -0.0031, -0.0078
Si, 0.0016, 0.0009, 0.003
Si, -0.0038, 0.004, 0.0048
Si, -0.0015, 0.007, -0.014
Si, 0.0065, -0.0028, -0.0152
Si, 0.0021, -0.0007, -0.0105
Si, 0.0025, 0.001, -0.0138
Si, 0.0044, -0.0002, 0.004
Si, -0.0049, 0.0091, 0.0066
Si, 0.002, -0.0038, -0.0009
Si, -0.004, 0.0049, 0.0029
Si, 0.0077, -0.0072, 0.0044
Si, 0.0069, -0.0038, -0.0016
Si, -0.0029, 0.0062, 0.0062
Si, 0.0026, 0.0005, 0.0075
Si, -0.0062, 0.0067, 0.0018
Si, 0.1413, -0.082, 0.078
Si, -0.1497, 0.1579, -0.0723
Si, 0.1273, -0.0806, -0.0167
Si, -0.191, 0.1476, -0.0461
Si, -0.006, 0.2243, -0.1048
Si, 0.0853, -0.1519, 0.0195
Si, -0.1617, 0.0582, -0.0626
Si, 0.1487, -0.071, 0.0277
Si, 0.064, -0.1642, 0.0464
Si, -0.1382, 0.0503, -0.0118
Si, -0.1523, 0.1117, -0.0397
Si, 0.1202, -0.121, 0.0747
Si, -0.1089, 0.1079, 0.0011
Si, 0.1143, -0.2056, 0.0967
Si, 0.1958, -0.1065, 0.0955
Si, -0.0329, 0.1327, -0.0518
Si, -0.0021, 0.0015, -0.0047
Si, 0.0064, -0.0103, -0.0005
Si, 0.0061, -0.0083, -0.0068
Si, -0.0068, 0.0053, -0.0016
Si, 0.0094, -0.0072, -0.0018
Si, -0.0062, 0.0059, -0.0004
Si, -0.0036, 0.0033, -0.0018
Si, -0.0008, -0.0005, -0.0071
Si, -0.009, 0.008, -0.0045
Si, 0.001, -0.0001, 0.0102
Si, -0.0025, 0.0071, 0.0077
Si, 0.0019, -0.0078, 0.0096
Si, -0.0054, 0.0037, 0.0146
Si, -0.0098, 0.0041, -0.0075
Si, 0.0004, -0.0028, 0.0085
Si, 0.0073, -0.0071, 0.0047
Si, -0.0003, 0, -0.0128
Si, 0.0017, 0.0029, -0.0074
Si, -0.0026, -0.0021, -0.0223
Si, 0.0038, 0.0008, -0.0091
Si, -0.0016, -0.0004, -0.0061
Si, -0.0015, 0.0032, -0.0077
Si, -0.0012, -0.002, -0.008
Si, -0.0021, 0.0018, -0.0119
Si, 0.0117, -0.0035, 0.0116
Si, -0.0032, -0.0021, 0.0012
Si, -0.0018, 0.0011, 0.0108
Si, 0.0063, -0.0061, 0.0087
Si, -0.0051, 0.0013, 0.005
Si, 0.0011, -0.0015, 0.0081
Si, 0.004, -0.0032, 0.0014
Si, 0, 0.0044, 0.0152
Si, 0.0027, 0.0005, 0.0099
Si, -0.0038, 0.007, 0.0043
Si, -0.0049, 0.0023, -0.0041
Si, 0, -0.0028, -0.0008
Si, -0.0034, 0.0026, 0.0036
Si, -0.0058, -0.0019, -0.0032
Si, -0.0052, 0.0006, -0.0008
Si, 0.0001, -0.0008, -0.0129
O, 0.0003, -0.0032, -0.0025
O, -0.0006, 0.0058, 0.008
O, 0.0047, 0.0007, 0.0086
O, 0.0027, 0.0018, 0.007
O, 0.0078, -0.015, 0.0176
O, 0.0193, -0.0184, 0.0299
O, -0.0022, 0.0163, 0.0201
O, -0.0043, 0.0043, 0.0088
O, -0.0012, 0.002, -0.0017
O, -0.0003, -0.0008, 0.0021
O, -0.0021, 0.0021, -0.002
O, -0.0028, 0.0018, 0.0051
O, -0.0009, 0.0006, -0.0003
O, 0.0008, -0.0003, 0.0012
O, 0.0002, 0.0001, 0.003
O, -0.0009, 0.0011, -0.0016
Si, -0.003, -0.0045, -0.0011
Si, -0.0082, 0.0227, -0.008
Si, -0.003, 0.0005, 0.003
Si, -0.0075, 0.0082, -0.0042
Si, -0.0021, -0.0015, 0.0004
Si, 0.0041, -0.004, -0.0057
Si, -0.0004, -0.0048, -0.0007
Si, 0.0002, -0.0045, 0.0027
Si, -0.0064, 0.0045, -0.0063
Si, 0.0029, -0.0021, -0.0003
B, -0.0022, 0.0048, 0.0107
Si, 0.004, -0.0011, -0.0091
Si, -0.0009, 0.0006, 0.0031
Si, -0.0007, 0.0022, -0.0016
B, 0.0099, -0.0067, 0.0015
Si, -0.0004, -0.0042, 0.0015
Si, -0.0009, -0.0045, -0.0037
Si, -0.0014, 0.001, 0.0017
Si, 0.0004, 0.0037, -0.002
Si, -0.0031, -0.0015, 0.0065
Si, -0.0047, 0.0055, 0.0003
Si, -0.0018, 0.0023, 0.0057
Si, -0.0008, 0.0002, 0.0015
Si, 0.0026, 0.0065, 0.0015
Si, -0.0044, -0.0035, 0.0012
Si, -0.0001, 0.0019, 0.0011
Si, 0.002, 0.0066, -0.0014
Si, 0.0018, 0.0032, 0.0012
Si, -0.018, -0.001, -0.0206
Si, 0.0044, 0.0041, -0.0359
Si, -0.0048, -0.004, 0.0002
Si, 0.0016, 0.0001, 0.0019
Si, -0.0042, -0.0074, -0.0045
Si, -0.0038, -0.0007, 0.0041
Si, 0.0332, 0.0006, -0.0068
Si, -0.0021, 0.0023, 0.0018
Si, 0.0004, 0.0043, 0.0006
O, -0.0005, -0.001, -0.0022
O, 0.0006, -0.002, 0.0003
O, -0.0006, 0.0001, -0.0012
O, -0.007, 0.0135, 0.0329
O, 0.0016, -0.002, -0.0003
O, 0.0107, -0.0141, -0.0165
O, 0.0024, -0.0004, 0.0017
O, -0.0098, -0.009, 0.0133
O, -0.0011, 0.0014, 0.0002
O, -0.0005, 0.0023, 0.0024
O, -0.0014, -0.0002, -0.0013
O, -0.0023, -0.0039, 0.0013
O, -0.0011, 0.0034, 0.006
O, -0.0003, 0, -0.0017
O, -0.0018, 0.0027, -0.0086
O, 0.0024, -0.0084, 0.001
O, -0.007, -0.001, -0.0046
O, 0.0006, 0.0001, 0.001
O, -0.0006, 0.0022, 0.0047
O, 0.0046, 0.0022, -0.0079
O, 0.0041, -0.0041, -0.0052
O, -0.0006, -0.0036, -0.0027
O, -0.0013, 0, -0.0008
O, -0.0022, 0.0023, -0.0006
O, -0.0008, 0.0016, -0.0005
O, 0.0014, 0.002, 0.0006
O, 0.0008, -0.0029, 0.0001
O, -0.0127, -0.0167, -0.0151
O, 0.0029, 0.0032, -0.0022
O, -0.0097, 0.0072, -0.0001
O, -0.005, 0.0003, -0.0025
O, -0.0008, 0.0006, -0.0019
O, -0.0012, -0.0008, -0.0001
O, 0.0066, 0.005, -0.0082
O, 0.0012, -0.0106, -0.0057
O, -0.0014, -0.0023, 0.001
O, -0.0088, 0.0015, -0.0018
O, -0.0006, -0.0009, -0.0013
O, -0.0095, -0.0028, -0.0009
O, -0.0005, 0.0048, 0.0199
O, -0.0025, 0.0026, 0.0001
O, -0.0019, -0.0029, -0.0038
O, 0.005, 0.0008, -0.0029
O, -0.0031, 0.0056, -0.0061
O, -0.0018, 0.0009, -0.0019
O, 0.0021, 0.0012, 0.0005
O, 0.0014, -0.0097, -0.0236
O, 0.0001, -0.0011, -0.0002
O, -0.0023, 0.0009, -0.0009
O, 0.0026, 0.0039, -0.0023
O, 0.0016, 0.0031, -0.0025
O, 0.0001, -0.0006, -0.0004
O, -0.0027, -0.003, 0.0009
O, -0.0006, 0.0001, -0.0047
O, 0.0037, 0.001, -0.0025
O, 0.0032, -0.008, -0.0052
O, 0.0018, 0.0015, -0.0028
O, 0.001, 0.0008, -0.0018
O, 0.0063, -0.0012, 0.0036
O, -0.0003, -0.001, -0.0016
O, -0.0031, -0.0005, -0.0013
O, -0.0023, 0.0013, 0.0003
O, -0.001, 0.0002, -0.0013
O, 0.0006, 0.0026, -0.0044
O, -0.001, 0.0009, -0.0007

The program warned: the cutoff lies below the one the program advises for these potential files; the forces do not sum to zero within the program's tolerance; the exchange-correlation potential is rough where the density is thin.
